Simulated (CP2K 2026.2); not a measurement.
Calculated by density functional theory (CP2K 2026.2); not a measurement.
Periodic cell of 520 atoms, Si360O160, from a study of silicon, its oxide and their interface. The atomic structure is a simulated model.
Doubt: the forces sum to 2.75 eV/angstrom along one axis rather than to zero, so they err by at least 0.0053 eV/angstrom per atom on average; the grid cutoff is modest.

Settings
functional: PBE
method: Gaussian and plane waves
basis set: DZVP-MOLOPT-SR-GTH
pseudopotentials: GTH-PBE
grid cutoff: 350 Ry, relative cutoff 50 Ry
k points: Gamma only
occupations: fixed
spin: none
net charge: 0

Cell vectors (angstrom)
a	16.32	0	0
b	0	16.32	0
c	4.203	-4.3631	34.1369

Atoms and the computed forces on them: element, x, y, z (angstrom), force x, y, z (eV/angstrom)
Si	16.786	10.042	31.545	-0.052	-0.014	-0.154
Si	8.682	6.04	28.309	-0.012	-0.238	-0.057
Si	13.893	2.998	1.582	-0.43	-0.266	0.195
Si	5.874	6.092	1.494	-0.06	-0.031	-0.026
Si	11.12	2.818	24.822	-0.34	0.518	0.009
Si	4.767	8.905	30.834	0.121	-0.039	-0.015
Si	9.45	9.601	31.148	-0.019	-0.116	-0.01
Si	11.198	-1.122	30.01	-0.074	0.085	0.076
Si	9.683	6.55	31.042	0.054	-0.023	-0.131
Si	10.062	1.865	29.959	0.079	0.108	0.038
Si	7.822	12.036	31.504	0.074	-0.17	-0.023
Si	6.115	8.214	33.515	-0.063	-0.042	0.016
Si	14.119	10.177	32.924	-0.035	-0.067	0.123
Si	18.671	11.957	32.954	0.134	0.128	0.023
Si	10.34	4.952	1.483	-0.12	-0.101	0.577
Si	16.312	4.994	1.097	0.367	-0.2	0.421
Si	12.382	6.21	32.481	-0.075	-0.436	0.223
Si	10.289	11.593	32.9	0.13	-0.067	-0.055
Si	16.244	0.098	1.269	0.09	-0.265	0.779
Si	5.851	-2.91	33.134	0.028	0.004	-0.068
Si	3.115	2.702	1.269	-0.319	-0.272	0.479
Si	3.049	8.569	1.735	0.051	-0.049	-0.054
Si	0.21	11.038	1.472	0.118	-0.124	0.635
Si	3.433	14.038	1.441	0.133	0.186	0.535
Si	5.406	15.604	1.624	-0.372	-0.194	0.343
Si	8.491	3.378	1.516	0.115	0.2	0.489
Si	8.961	0.426	33.99	0.475	0.701	0.275
Si	7.634	7.771	1.556	-0.017	0.017	0.034
Si	4.832	10.197	1.541	0.002	0.021	-0.008
Si	9.444	12.129	0.56	-0.229	0.242	0.498
Si	10.509	0.553	0.764	-0.505	0.172	0.349
Si	16.922	-1.977	33.877	0.166	0.019	0.552
Si	16.085	0.909	29.941	0.062	0.046	0.003
Si	19.545	5.311	33.02	0.026	0.071	0.08
Si	11.843	10.169	0.893	0.1	-0.136	0.496
Si	13.78	12.662	0.969	0.352	-0.109	0.545
Si	14.99	1.352	2.808	0.084	-0.013	-0.019
Si	1.475	3.929	2.593	-0.009	0.028	-0.042
Si	14.793	7.055	2.828	0.109	-0.204	0.666
Si	1.392	9.623	2.881	-0.02	0.027	-0.043
Si	15.044	12.135	2.82	0.003	0.025	-0.015
Si	1.456	14.989	2.518	-0.059	-0.036	-0.067
Si	4.241	1.143	2.662	0.064	-0.087	0.084
Si	6.772	4.309	2.777	0.008	0.001	-0.072
Si	4.147	6.871	2.878	0.019	0.01	-0.029
Si	6.619	9.429	2.864	-0.036	-0.055	0.011
Si	4.13	12.174	2.722	0.019	0.064	-0.007
Si	7.042	14.555	2.971	0.1	-0.017	-0.011
Si	9.344	1.476	2.576	-0.032	0.02	-0.045
Si	12.199	4.128	2.755	-0.039	0.04	0.023
Si	9.452	6.767	2.703	0.038	-0.029	-0.056
Si	12.543	9.215	2.86	-0.306	0.322	0.118
Si	8.788	12.814	2.712	-0.011	-0.027	-0.032
Si	12.247	14.931	2.53	-0.052	-0.101	0.884
Si	13.614	-0.104	4.025	-0.068	0.006	-0.014
Si	16.405	2.711	4.08	0.008	-0.031	0.047
Si	13.549	5.497	4.104	0.087	0.012	-0.018
Si	16.313	8.239	4.157	-0.034	-0.061	-0.007
Si	13.628	10.843	4.158	-0.018	-0.025	0.009
Si	16.402	13.653	3.985	0.032	0.058	0.01
Si	2.708	0	4.041	-0.02	-0.009	-0.02
Si	5.462	2.728	3.974	-0.029	0.003	0.027
Si	2.719	5.387	4.007	-0.013	0.031	-0.006
Si	5.41	8.143	4.368	0.005	0.027	-0.082
Si	2.731	10.983	4.201	0.001	-0.029	0.041
Si	5.457	13.429	4.244	-0.018	-0.045	0
Si	8.146	0.02	4.036	0.018	-0.027	0.04
Si	10.879	2.633	4.026	-0.001	0.003	-0.037
Si	8.18	5.478	4.217	0.02	-0.008	0.017
Si	10.854	8.123	4.054	-0.024	0.014	0.017
Si	8.031	10.936	4.008	0.021	0.076	-0.027
Si	10.722	13.679	3.898	0.04	0.004	-0.087
Si	15.012	14.945	5.397	0.019	-0.026	-0.002
Si	1.394	1.348	5.457	0.031	0.036	0.004
Si	14.971	4.09	5.383	-0.005	0	-0.017
Si	1.362	6.776	5.401	0.035	0.017	-0.02
Si	14.975	9.553	5.564	-0.004	-0.006	0.012
Si	1.346	12.325	5.489	-0.048	0.011	0.009
Si	4.054	14.93	5.416	-0.052	0.01	-0.007
Si	6.791	1.388	5.389	-0.001	-0.036	0.003
Si	4.08	4.041	5.389	0.045	0.048	0
Si	6.834	6.794	5.608	-0.013	-0.038	0.016
Si	4.042	9.575	5.581	0.003	-0.007	-0.027
Si	6.794	12.139	5.603	0.02	0.003	0.051
Si	9.542	15.032	5.422	-0.038	0.007	0.008
Si	12.247	1.288	5.386	0.021	-0.019	-0.002
Si	9.561	4.033	5.443	0.024	-0.025	-0.012
Si	12.195	6.81	5.49	0.011	0.002	0.031
Si	9.497	9.582	5.335	0.012	0	0.023
Si	12.147	12.285	5.304	-0.039	-0.024	-0.009
Si	16.326	-0.003	6.793	0.017	-0.015	0.013
Si	2.742	2.714	6.802	0.014	0.004	-0.001
Si	16.309	5.441	6.777	0.003	0.009	-0.003
Si	2.678	8.14	6.825	0.008	-0.007	0.004
Si	16.332	10.933	6.856	0.034	-0.018	0.004
Si	2.719	13.638	6.851	-0.002	-0.005	0.002
Si	5.435	0.001	6.744	0.02	0.005	-0.007
Si	8.169	2.697	6.785	-0.021	0.033	0.021
Si	5.423	5.385	6.825	-0.006	-0.026	-0.005
Si	8.208	8.225	6.828	0.007	0	-0.023
Si	5.429	10.851	6.963	-0.042	-0.009	0.01
Si	8.181	13.625	6.789	0.017	-0.001	-0.051
Si	10.906	-0.003	6.815	0.008	0.014	-0.01
Si	13.611	2.697	6.728	0.007	0.014	-0.015
Si	10.888	5.408	6.828	0.004	-0.007	-0.006
Si	13.577	8.165	6.837	-0.035	0.01	0.005
Si	10.859	10.913	6.737	-0.027	0	-0.003
Si	13.578	13.59	6.709	0.005	0.021	-0.033
Si	14.95	1.348	13.601	0.002	-0.007	-0.002
Si	17.678	4.082	13.614	0.005	0.011	0.003
Si	14.967	6.791	13.634	-0.008	0.02	-0.001
Si	17.685	9.51	13.58	0.019	-0.024	-0.004
Si	14.952	12.263	13.604	-0.014	0.013	0.002
Si	17.661	-1.365	13.61	-0.013	0.009	0.001
Si	4.072	1.376	13.609	0.001	0.011	0
Si	6.796	4.058	13.599	-0.005	-0.004	-0.009
Si	4.092	6.781	13.559	0.013	-0.034	-0.018
Si	6.78	9.52	13.567	0	0.027	0.004
Si	4.053	12.238	13.586	-0.01	0.007	-0.009
Si	6.829	-1.334	13.622	0.008	-0.012	0.011
Si	9.531	1.368	13.612	0.011	-0.005	-0.009
Si	12.24	4.055	13.612	0.007	-0.006	-0.004
Si	9.525	6.8	13.577	-0.011	0.017	-0.005
Si	12.261	9.527	13.626	-0.006	-0.004	-0.009
Si	9.548	12.265	13.606	0.009	-0.026	0.01
Si	12.242	-1.337	13.592	-0.006	-0.002	-0.018
Si	13.602	-0.011	14.978	-0.002	0.009	-0.008
Si	16.298	2.713	14.952	-0.008	0.005	0.005
Si	13.608	5.396	14.977	-0.011	0.005	-0.017
Si	16.356	8.16	14.969	0.011	-0.01	0.002
Si	13.608	10.92	14.981	-0.005	-0.022	0.005
Si	16.298	13.605	14.994	0	0.006	-0.005
Si	2.695	0.015	14.945	0.005	-0.001	-0.01
Si	5.427	2.726	14.988	0	-0.004	-0.002
Si	2.762	5.432	14.944	0	0.025	-0.008
Si	5.423	8.146	14.923	-0.011	-0.007	-0.005
Si	2.706	10.861	14.957	-0.004	0	-0.002
Si	5.42	13.618	14.915	0.002	-0.019	-0.013
Si	8.184	0.035	15.009	0.002	0.01	0.009
Si	10.889	2.7	15.003	-0.007	0.004	0.001
Si	8.165	5.433	14.924	0.012	-0.006	-0.003
Si	10.889	8.143	14.946	-0.01	-0.002	-0.011
Si	8.157	10.88	14.896	-0.005	-0.012	-0.011
Si	10.894	13.655	14.972	0.016	0	0.01
Si	14.944	-1.349	16.379	0.009	-0.006	0.005
Si	17.645	1.36	16.309	0.004	-0.029	-0.009
Si	14.96	4.035	16.362	0.003	-0.007	0.013
Si	17.745	6.782	16.304	-0.001	-0.006	-0.013
Si	15.012	9.563	16.301	0.012	0.032	0.009
Si	17.655	12.211	16.322	0.009	-0.006	0.006
Si	4.071	-1.333	16.276	-0.013	-0.011	0.004
Si	6.788	1.386	16.358	-0.007	-0.007	0.005
Si	4.07	4.082	16.365	0	0.003	0.001
Si	6.79	6.783	16.261	-0.007	0.014	0.011
Si	4.061	9.477	16.306	0.011	0.014	0.015
Si	6.793	12.247	16.226	-0.004	-0.018	-0.029
Si	9.567	-1.308	16.38	0.032	-0.014	0.011
Si	12.264	1.328	16.369	-0.002	-0.017	-0.006
Si	9.499	4.085	16.316	-0.009	0.013	0
Si	12.23	6.754	16.305	-0.019	0.021	0.01
Si	9.496	9.511	16.254	-0.016	0.017	-0.028
Si	12.256	12.315	16.337	-0.002	0.003	0.006
Si	16.315	0.023	17.719	0.011	0.008	0.012
Si	2.664	2.699	17.683	-0.008	0.035	-0.029
Si	16.43	5.37	17.627	0.034	0.025	-0.005
Si	2.699	8.157	17.736	-0.022	0.008	0.004
Si	16.316	10.901	17.776	-0.012	-0.012	-0.013
Si	2.737	13.582	17.593	-0.023	-0.006	-0.043
Si	5.393	0.018	17.679	0.044	-0.002	-0.016
Si	8.108	2.8	17.713	-0.018	-0.002	0.002
Si	5.439	5.491	17.685	0.008	-0.014	0.01
Si	8.178	8.1	17.606	0.007	-0.008	0.004
Si	5.515	10.818	17.567	-0.014	0	-0.017
Si	8.086	13.648	17.588	-0.014	0.034	-0.033
Si	10.957	0.009	17.823	0.001	-0.011	0.024
Si	13.621	2.65	17.76	0.014	0.004	0.006
Si	10.876	5.392	17.7	0.01	0.019	0
Si	13.645	8.15	17.545	0.021	-0.013	-0.021
Si	10.788	10.962	17.556	0.009	-0.018	-0.028
Si	13.619	13.623	17.798	-0.045	-0.049	0.011
Si	14.996	1.339	19.203	0.053	-0.072	0.04
Si	17.67	4.015	19.139	-0.024	0.044	0.044
Si	15.096	6.806	18.838	-0.001	0.03	0.031
Si	17.667	9.517	19.139	0.022	-0.021	0.026
Si	14.987	12.279	19.201	0.007	0.037	-0.002
Si	17.708	-1.398	18.963	0.015	-0.011	0.029
Si	4.03	1.37	19.038	0.015	0.071	-0.002
Si	6.758	4.181	19.133	0.004	-0.059	0.016
Si	4.092	6.827	19.09	0.003	-0.07	0.003
Si	6.851	9.453	18.958	-0.02	0.028	0.001
Si	4.148	12.188	18.838	0.016	0.026	0.029
Si	6.745	-1.362	19.006	-0.009	-0.016	-0.021
Si	9.512	1.463	19.019	0.012	0.059	-0.003
Si	12.234	4.022	19.069	-0.017	-0.034	0.022
Si	9.495	6.764	19.029	-0.033	-0.013	-0.024
Si	12.231	9.58	18.726	-0.004	0.012	0.008
Si	9.363	12.27	18.936	-0.017	-0.072	0.027
Si	12.314	-1.385	19.284	-0.017	0.087	0.052
Si	15.821	-0.938	22.032	0.027	0.213	-0.604
Si	16.357	2.675	20.649	0.018	-0.001	0.023
Si	13.772	5.415	20.123	0.12	-0.107	-0.019
Si	16.231	8.131	20.435	0.03	-0.042	0.078
Si	13.438	10.845	20.272	-0.045	0.008	0.039
Si	16.48	13.645	20.525	-0.056	0.002	0.065
Si	2.753	-0.096	20.354	0.005	-0.009	0.026
Si	5.093	2.999	20.365	0.24	-0.11	-0.685
Si	2.935	5.239	20.395	-0.177	0.127	-0.691
Si	5.454	8.236	20.4	-0.029	0.073	0.087
Si	2.854	10.908	20.301	-0.027	-0.037	0.106
Si	5.47	13.46	20.299	0.038	0.028	0.038
Si	8.062	0.112	20.249	-0.048	0.061	0.105
Si	10.775	2.82	20.512	0.024	-0.014	0.056
Si	8.106	5.571	20.543	-0.012	0.023	0.031
Si	10.932	8.241	20.1	-0.018	0.015	0.036
Si	8.158	10.802	20.362	0.058	0.042	-0.028
Si	10.669	13.562	20.364	0.015	0.053	-0.007
Si	13.884	-0.125	20.743	0.301	-0.434	-0.306
Si	17.523	0.885	21.801	-0.393	-0.115	-0.459
Si	15.082	4.362	21.807	-0.095	-0.196	-0.667
Si	17.16	6.716	22.083	-0.313	0.335	-0.555
Si	14.279	9.027	21.467	-0.011	-0.016	0.007
Si	18.41	12.739	21.502	-0.025	0.175	-0.763
Si	4.944	-2.073	24.513	0.147	-0.657	-0.105
Si	7.149	1.511	21.906	0.175	-0.387	-0.636
Si	4.754	3.77	25.499	0.129	-0.063	-0.044
Si	6.823	7.062	21.878	0.136	-0.039	-0.737
Si	4.543	10.003	21.649	0.174	0.193	-0.575
Si	6.347	11.68	21.606	-0.151	-0.213	-0.525
Si	9.437	-1.152	21.632	-0.08	-0.214	-0.579
Si	11.507	1.23	22.072	-0.204	0.423	-0.542
Si	9.2	3.987	21.902	0.351	0.394	-0.094
Si	12.739	7.208	21.111	0.095	0.365	-0.46
Si	9.992	9.829	21.525	-0.009	0.027	0.063
Si	11.554	11.682	21.427	-0.102	-0.306	-0.596
Si	11.608	-0.481	32.844	-0.008	0.038	0.12
Si	12.486	3.24	29.296	0.024	-0.02	0.014
Si	9.525	4.502	24.254	0.092	-0.013	0.084
Si	10.147	6.751	24.557	0.026	0.092	0.036
Si	6.04	12.157	24.602	-0.615	0.438	-0.097
Si	7.723	12.135	27.186	-0.108	-0.007	-0.074
Si	16.454	7.61	27.291	-0.087	-0.017	-0.04
Si	5.627	6.431	24.555	-0.053	0.027	-0.067
Si	16.329	3.071	26.042	-0.112	0.002	0.04
Si	7.708	-0.638	24	-0.003	-0.089	-0.043
Si	9.561	4.895	33.557	0.433	-0.031	0.465
Si	10.734	7.623	26.608	-0.252	-0.343	-0.66
Si	7.746	0.729	28.784	0.047	0.016	-0.003
Si	16.773	10.276	28.625	0.004	-0.063	-0.064
Si	14.329	1.346	27.659	0.005	0.095	0.091
Si	13.818	11.027	28.319	-0.019	-0.109	-0.031
Si	3.769	-1.872	21.542	-0.145	-0.083	-0.523
Si	18.772	1.859	24.573	0.006	0.04	0.039
Si	12.333	6.773	24.029	-0.56	-0.142	0.159
Si	4.269	4.146	28.476	0.082	-0.054	0.037
Si	17.771	11.732	24.417	-0.032	-0.028	-0.016
Si	12.064	10.756	30.913	-0.013	-0.014	-0.085
Si	13.681	5.809	29.941	-0.029	-0.08	-0.048
Si	13.968	9.331	23.766	0.033	-0.007	-0.756
Si	18.932	-0.503	29.389	-0.022	0.06	-0.081
Si	17.075	3.713	32.96	-0.048	-0.073	-0.008
Si	9.842	10.386	25.804	-0.067	-0.064	-0.174
Si	12.273	11.854	24.387	-0.096	-0.172	0.036
Si	18.531	8.029	32.224	0.1	-0.073	0.052
Si	9.142	8.637	23.42	0.646	-0.206	-0.125
Si	15.99	0.786	32.906	-0.123	0.054	0.045
Si	17.607	4.85	28.32	-0.43	-0.251	0.509
Si	16.882	8.689	24.522	-0.025	-0.01	-0.148
Si	13.84	4.234	24.609	-0.107	-0.122	-0.096
Si	18.9	-0.844	26.188	-0.08	0.022	-0.044
Si	11.796	4.224	33.512	0.19	0.004	0.036
Si	13.497	-2.709	26.425	-0.111	0.333	0.341
Si	5.069	1.519	29.877	0.013	-0.033	0.014
Si	7	3.613	33.607	-0.576	0.157	-0.047
Si	6.1	6.337	29.51	-0.018	-0.019	0.118
Si	12.334	-0.905	27.285	0.135	-0.291	-0.228
Si	16.175	-2.168	25.012	0.024	0.096	-0.094
Si	5.168	11.423	28.871	-0.059	-0.056	-0.022
Si	4.017	-2.881	30.89	-0.103	0.038	0.022
Si	9.662	0.439	26.274	0.088	0.012	-0.045
Si	16.311	4.089	29.978	0.398	0.172	-0.308
Si	7.655	4.663	25.727	0.445	-0.255	-0.217
Si	19.245	10.832	26.702	0.024	-0.027	0.003
Si	11.879	2.441	32.071	-0.004	0.474	0.259
Si	6.182	5.328	32.285	0.318	-0.497	0.329
Si	8.475	-2.228	29.347	0.099	0.058	-0.019
Si	13.566	7.899	27.749	0.038	0.058	0.046
Si	6.194	1.526	32.916	0.08	0.459	0.184
Si	4.534	9.406	24.701	0.011	0.065	-0.18
Si	14.958	1.365	8.132	-0.001	-0.006	0.003
Si	1.356	4.079	8.14	0.009	-0.005	0.007
Si	14.954	6.79	8.163	-0.001	0.004	0.005
Si	1.345	9.522	8.187	-0.01	0.007	0
Si	14.917	12.265	8.152	-0.004	-0.016	-0.01
Si	1.352	14.984	8.191	0.005	0.002	0.007
Si	4.098	1.347	8.151	-0.028	-0.006	0.004
Si	6.808	4.045	8.167	-0.009	0.004	0.002
Si	4.066	6.779	8.163	0.02	0.016	-0.006
Si	6.832	9.503	8.245	-0.008	0.004	0.009
Si	4.065	12.269	8.224	-0.001	0.008	0.015
Si	6.798	14.977	8.134	-0.021	-0.009	0.001
Si	9.528	1.354	8.153	-0.009	0.008	0.021
Si	12.272	4.052	8.145	-0.022	-0.013	0.012
Si	9.545	6.811	8.165	-0.009	0.007	-0.004
Si	12.21	9.551	8.144	0.023	0.011	0.016
Si	9.529	12.26	8.149	0.01	-0.006	0.003
Si	12.268	14.947	8.137	-0.002	-0.01	-0.002
Si	13.606	0.003	9.5	0.004	-0.006	0.002
Si	16.317	2.719	9.507	0	0.011	0.006
Si	13.609	5.422	9.523	0.024	-0.007	0.007
Si	16.298	8.162	9.53	-0.01	0.012	0.01
Si	13.583	10.889	9.518	-0.025	0.008	0.011
Si	16.291	13.614	9.516	-0.006	0.005	-0.005
Si	2.728	0.016	9.535	0.001	0.006	0.012
Si	5.45	2.697	9.527	0.026	-0.015	0.006
Si	2.704	5.431	9.521	-0.01	0.003	-0.001
Si	5.441	8.124	9.536	0.013	-0.017	0.008
Si	2.705	10.881	9.544	0.012	-0.026	0.002
Si	5.449	13.635	9.539	-0.012	0.014	0.004
Si	8.163	-0.001	9.51	-0.01	0.001	0.003
Si	10.888	2.717	9.507	0.007	0.002	0.002
Si	8.167	5.439	9.503	-0.019	0.012	-0.008
Si	10.891	8.171	9.533	0.003	0.002	-0.001
Si	8.182	10.91	9.549	-0.006	0.005	-0.006
Si	10.902	13.601	9.511	0.008	-0.018	0.013
Si	14.954	-1.344	10.88	0.006	0.003	0.004
Si	1.356	1.369	10.883	0.008	0.002	0.008
Si	14.966	4.071	10.889	-0.006	0.005	0.01
Si	1.345	6.795	10.878	0.008	0.002	-0.006
Si	14.942	9.523	10.886	-0.004	-0.015	0.001
Si	17.648	12.244	10.879	-0.007	-0.013	-0.009
Si	4.082	-1.342	10.906	0.006	0.001	0.01
Si	6.811	1.35	10.888	-0.005	-0.003	0.008
Si	4.074	4.065	10.867	0.001	0.003	0.002
Si	6.808	6.774	10.881	-0.01	-0.018	0.002
Si	4.082	9.513	10.873	0	0.016	-0.007
Si	6.808	12.269	10.896	0.004	-0.003	0.007
Si	9.531	-1.356	10.866	0.001	-0.002	-0.003
Si	12.239	1.355	10.864	-0.016	0.008	-0.008
Si	9.531	4.081	10.869	0.006	0.01	-0.013
Si	12.256	6.799	10.885	0.006	0.004	0.005
Si	9.535	9.534	10.897	-0.013	0.003	0.005
Si	12.243	12.246	10.888	0.016	-0.005	-0.002
Si	16.317	0.001	12.242	-0.011	-0.005	-0.003
Si	2.713	2.728	12.244	-0.004	-0.001	-0.005
Si	16.318	5.44	12.254	0.01	-0.002	0.007
Si	2.72	8.15	12.223	0.009	0.003	-0.012
Si	16.303	10.884	12.249	-0.001	-0.001	0.002
Si	2.695	13.603	12.234	-0.004	-0.007	-0.004
Si	5.45	0.014	12.266	0.009	0.007	0.009
Si	8.172	2.717	12.238	-0.009	0.003	0
Si	5.449	5.41	12.223	0.011	0.02	-0.002
Si	8.157	8.159	12.225	-0.004	-0.005	-0.001
Si	5.428	10.892	12.223	-0.006	-0.027	-0.001
Si	8.18	13.622	12.251	0.001	0.005	0.002
Si	10.878	0.011	12.234	0.013	0.001	-0.012
Si	13.594	2.705	12.236	-0.003	-0.014	-0.006
Si	10.893	5.43	12.239	-0.015	0	-0.004
Si	13.609	8.155	12.264	0	0.006	0.001
Si	10.902	10.886	12.261	0.009	0.013	-0.003
Si	13.597	13.616	12.238	-0.006	0	-0.004
O	10.777	9.981	30.263	0.109	-0.095	-0.432
O	7.343	9.122	34.044	0.201	0.184	-0.293
O	15.167	15.811	0.194	-0.372	-0.639	-0.148
O	0.793	1.076	0.308	0.178	0.19	0.193
O	15.077	3.953	0.896	-0.123	0.047	-0.199
O	17.892	10.64	27.542	-0.087	0.184	-0.013
O	14.829	0.873	34.021	-0.381	0.106	-0.15
O	3.776	0.575	29.697	-0.107	0	0.101
O	10.544	0.338	29.845	0.107	-0.002	0.076
O	6.296	16.172	0.335	0.54	0.488	0.127
O	5.473	9.042	32.287	0.186	0.511	-0.046
O	12.284	-1.278	34.071	-0.072	-0.625	-0.367
O	6.486	12.083	32.426	-0.418	-0.394	0.086
O	16.178	4.553	34.009	-0.368	-0.127	0.071
O	13.962	11.509	33.848	-0.525	0.043	0.038
O	15.422	-2.6	34.059	-0.374	0.401	-0.32
O	17.243	8.13	25.983	0.399	0.106	0.112
O	4.619	3.047	29.6	-0.122	0.105	0.423
O	12.854	11.385	0.541	0.066	0.149	-0.347
O	18.707	6.431	32.208	-0.326	-0.165	-0.484
O	6.968	-1.972	33.821	0.24	0.356	-0.491
O	11.699	16.095	1.538	0.212	0.355	-0.034
O	15.644	6.409	1.58	0.258	0.404	-0.258
O	13.667	8.118	2.284	-0.14	0.078	-0.196
O	10.345	10.792	0.794	-0.137	-0.401	-0.072
O	12.865	13.906	1.429	-0.356	0.187	-0.1
O	13.049	0.792	21.832	0.406	-0.036	0.447
O	5.691	2.188	21.657	-0.353	-0.193	0.527
O	6.405	3.588	25.547	0.047	-0.436	-0.192
O	18.574	6.005	21.684	0.206	-0.248	0.252
O	4.008	4.104	20.93	0.127	0.169	0.202
O	7.715	8.115	22.79	-0.022	0.423	-0.02
O	8.299	4.836	27.254	-0.024	-0.231	0.063
O	3.803	2.792	24.597	0.047	0.19	-0.553
O	11.875	12.272	22.901	0.013	0.59	0.047
O	16.084	5.526	22.414	0.143	0.158	0.459
O	10.595	-0.114	22.155	0.181	-0.164	0.279
O	19.272	-1.833	30.266	-0.149	-0.11	0.324
O	7.346	6.881	28.654	0.003	0.515	0.055
O	17.38	2.632	24.9	-0.236	0.092	-0.219
O	7.002	6.129	25.371	0.327	0.381	-0.004
O	18.483	1.259	23.095	0.358	-0.027	0.06
O	5.187	7.944	24.876	0.11	0.054	0.266
O	12.267	7.289	27.019	0.057	-0.492	-0.021
O	13.218	0.425	26.94	-0.085	0.129	-0.336
O	4.532	5.314	25.007	-0.689	0.026	-0.096
O	6.4	-1.316	24.663	0.158	0.219	0.397
O	6.18	1.111	28.759	-0.209	-0.295	-0.457
O	8.47	-1.586	22.897	-0.104	-0.403	0.064
O	15.005	-2.141	26.134	0.251	0.204	0.165
O	10.361	2.37	31.459	-0.679	0.027	0.426
O	10.794	-0.602	26.808	-0.29	-0.564	-0.15
O	15.426	11.135	28.437	0.008	0.621	-0.2
O	11.496	11.96	31.871	0.167	0.718	-0.012
O	5.063	10.167	29.882	-0.066	0.032	-0.017
O	16.269	2.493	29.693	-0.018	-0.027	-0.145
O	17.48	10.158	24.225	0.215	-0.041	-0.108
O	9.736	7.083	27.73	-0.154	0.222	0.405
O	13.419	12.241	27.324	-0.475	-0.125	-0.097
O	17.39	7.629	23.409	0.578	0.115	0.045
O	17.043	8.452	31.745	-0.447	-0.568	-0.079
O	3.917	-1.62	25.691	0.235	-0.114	0.308
O	18.4	12.338	23.084	0.26	0.202	0.245
O	4.986	-2.144	31.988	-0.183	0.667	0.157
O	10.948	11.377	25.171	-0.257	0.402	0.108
O	12.298	6.391	22.462	-0.332	-0.37	-0.288
O	13.569	2.66	28.25	0.313	0.478	-0.225
O	17.626	10.801	32.661	-0.1	-0.337	0.626
O	11.383	1.915	23.515	0.19	0.002	0.059
O	10.646	9.23	26.57	0.442	0.276	0.172
O	19.675	12.192	31.703	0.179	-0.473	-0.222
O	7.86	-0.744	29.434	-0.093	-0.048	0.436
O	16.843	-0.566	33.084	0.191	-0.075	-0.063
O	7.127	12.513	25.744	0.315	0.369	0.113
O	9.901	10.009	32.668	-0.156	-0.269	0.778
O	12.866	2.664	30.781	0.663	-0.023	0.242
O	16.894	2.118	33.08	0.475	0.011	0.296
O	18.982	0.684	25.661	0.088	0.284	0.444
O	8.502	0.732	27.362	-0.298	0.243	-0.039
O	14.152	3.828	23.054	-0.35	-0.141	-0.161
O	17.493	0.114	29.826	0.066	-0.19	0.075
O	8.944	11.12	26.914	0.043	-0.254	0.277
O	10	-0.35	33.017	-0.157	-0.266	-0.273
O	4.875	-3.529	29.683	0.07	0.184	-0.024
O	6.619	11.466	28.163	0.03	-0.593	0.174
O	12.228	1.02	32.772	0.278	-0.033	0.288
O	9.068	8.055	30.915	-0.33	-0.074	-0.419
O	15.724	-1.429	23.621	-0.035	0.235	0.328
O	5.001	0.892	33.84	-0.034	-0.194	-0.288
O	5.238	7.565	30.069	-0.322	-0.082	-0.316
O	15.291	8.867	24.536	-0.188	-0.206	0.367
O	4.578	5.035	32.205	-0.254	-0.115	-0.419
O	5.702	1.406	31.366	0.181	0.031	0.05
O	15.201	4.062	25.447	0.179	0.328	-0.125
O	8.191	2.714	22.158	-0.098	-0.054	0.293
O	13.647	7.261	29.242	-0.137	0.278	0.467
O	4.265	3.49	27.01	-0.265	-0.286	0.085
O	4.015	9.568	23.165	-0.287	-0.276	0.039
O	6.522	6.762	32.968	0.293	-0.071	-0.159
O	18.881	11.948	25.581	0.216	0.432	0.264
O	5.535	10.65	24.96	0.227	0.011	0.258
O	16.429	12.566	24.737	-0.518	-0.371	0.16
O	7.106	0.68	23.282	-0.167	0.167	0.524
O	12.471	7.33	33.654	-0.515	0.364	-0.044
O	5.901	6.243	22.96	-0.55	-0.365	-0.188
O	19.515	8.746	31.158	-0.3	0.409	-0.35
O	10.973	2.75	28.938	-0.435	0.356	-0.619
O	10.041	-2.219	29.75	0.162	-0.358	0.249
O	12.34	-1.226	28.884	0.378	-0.267	0.161
O	4.249	-1.627	23.103	-0.1	0.353	0.142
O	18.875	-0.862	27.808	0.158	-0.013	0.083
O	17.868	-2.973	33.041	-0.043	0.24	-0.527
O	15.023	0.439	28.817	-0.121	-0.551	0.129
O	15.721	10.143	0.378	-0.297	-0.243	0.092
O	6.646	5.424	30.735	0.599	-0.319	-0.321
O	9.358	5.628	29.742	0.101	-0.408	0.075
O	12.852	-3.108	25.001	-0.036	0.379	-0.244
O	13.701	6.062	31.548	0.474	0.131	0.363
O	6.774	12.091	23.144	0.181	0.103	-0.077
O	18.823	8.565	33.736	0.519	0.305	-0.05
O	8.291	-2.831	27.86	0.069	0.355	-0.327
O	9.047	5.846	32.337	-0.411	0.06	0.074
O	18.657	3.98	33.141	0.344	-0.341	0.031
O	9.031	-3.823	32.464	-0.12	0.663	0.199
O	12.616	3.348	25.232	0.188	-0.236	0.517
O	11.262	6.67	31.378	0.158	0.419	-0.121
O	11.866	-1.282	31.468	0.391	-0.645	0.079
O	13.412	5.784	24.718	0.314	0.06	0.515
O	7.661	-3.176	30.358	-0.542	-0.077	0.125
O	16.615	4.281	31.536	0.112	0.517	0.119
O	12.473	4.863	29.377	-0.592	0.133	-0.41
O	8.908	9.729	24.634	-0.473	0.27	0.162
O	4.309	3.801	1.071	0.062	-0.164	0.557
O	8.483	1.886	29.666	-0.212	0.541	0.392
O	17.535	-1.5	25.592	-0.187	0.171	0.167
O	13.475	9.522	27.798	-0.384	0.111	0.046
O	3.407	9.52	25.867	-0.082	-0.395	0.094
O	17.293	10.567	30.113	0.557	0.469	0.173
O	17.237	6.327	27.813	0.176	0.093	0.071
O	17.247	3.814	27.126	0.366	-0.015	-0.05
O	19.149	4.784	28.744	0.088	0.288	0.439
O	16.474	8.703	28.481	-0.042	-0.33	0.532
O	14.461	8.947	33.924	0.466	-0.051	0.009
O	14.886	7.37	26.968	-0.174	-0.592	-0.462
O	10.415	1.836	25.91	-0.042	0.198	0.492
O	5.292	5.382	28.504	0.113	-0.104	-0.418
O	12.791	8.314	24.222	-0.439	0.162	0.347
O	15.25	10.388	31.799	-0.246	0.199	-0.236
O	13.039	11.251	29.73	-0.082	0.301	0.065
O	7.624	0.749	33.113	0.148	-0.017	-0.284
O	8.656	3.534	33.384	0.252	-0.377	-0.118
O	8.162	10.572	30.855	-0.504	-0.074	-0.237
O	12.826	9.829	32.015	-0.117	-0.334	-0.02
O	0.971	12.269	0.675	-0.075	0.277	0.221
O	15.414	0.717	31.401	-0.343	0.069	0.027
O	14.966	4.905	29.608	-0.133	-0.179	-0.211
O	4.078	11.321	27.69	0.126	0.346	-0.142
O	8.867	-0.212	25.035	0.097	-0.26	-0.326
O	15.512	1.806	26.648	0.179	-0.549	-0.381
O	13.464	10.762	24.33	0.159	-0.025	0.069

Results
total energy: -108659.163 eV
total energy less fixed offsets of O -438.35, Si -107.03 eV per atom: 7.637 eV
